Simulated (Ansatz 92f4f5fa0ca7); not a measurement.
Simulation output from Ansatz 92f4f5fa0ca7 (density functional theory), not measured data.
Periodic cell of 256 atoms, Si144O112, from a study of silicon, its oxide and their interface. The atomic structure is a simulated model.
Doubt: the cutoff is far below the 930 eV that the study's wrapper takes by default for these files, so forces and energies are approximate.
This geometry differs little from another in the collection (a relaxation step or a small displacement).

Settings
functional: PBE
potential files: Ansatz PAW
basis: plane waves
wave-function cutoff: 580 eV
density cutoff ratio: 5
exchange-correlation grid ratio: 1
k mesh: 1 x 1 x 1, Gamma-centred
self-consistency stop: 5e-08 eV per atom in the density residual
occupations: fixed
spin: none
net charge: 0

Cell vectors (angstrom)
a, 10.938, 0, 0
b, 0, 10.938, 0
c, -2.638, -4.898, 36.4842

Atoms: element, x, y, z (angstrom)
Si, -1.5443, -5.966, 28.7705
Si, 1.4409, -3.437, 28.8391
Si, -1.7733, -0.2148, 28.9411
Si, 1.9022, -9.3046, 29.0791
Si, -6.1979, -6.7642, 28.9699
Si, -3.8117, -3.707, 28.9463
Si, 3.9806, -0.8071, 29.3087
Si, -4.0189, -8.9948, 29.3407
Si, 0.0517, -4.8452, 30.1561
Si, 2.7284, -2.3021, 30.4964
Si, 0.0495, -10.283, 30.2499
Si, 2.9595, -7.6336, 30.3214
Si, -5.3116, -4.9615, 30.2812
Si, -2.6627, -2.0641, 30.2246
Si, 5.5414, 0.4892, 30.4991
Si, -2.5444, -7.5267, 30.3466
Si, -1.2824, -3.4903, 31.6215
Si, 1.3806, -0.78, 31.6966
Si, -1.2424, -8.9523, 31.702
Si, 1.461, -6.2327, 31.5977
Si, 4.2348, -3.6152, 31.7066
Si, 6.9564, -0.8455, 31.7499
Si, 4.1976, 1.928, 31.769
Si, -3.972, -6.2519, 31.7242
Si, -2.638, -4.898, 33.066
Si, 0.0965, -2.1635, 33.066
Si, -2.638, -10.367, 33.066
Si, 0.0965, -7.6325, 33.066
Si, 2.831, -4.898, 33.066
Si, 5.5655, -2.1635, 33.066
Si, 2.831, 0.571, 33.066
Si, 5.5655, -7.6325, 33.066
Si, 1.3673, -1.3673, 3.418
Si, 4.1018, 1.3673, 3.418
Si, 1.3673, 4.1018, 3.418
Si, 4.1018, -4.1018, 3.418
Si, 6.8362, -1.3673, 3.418
Si, -1.3673, 1.3673, 3.418
Si, 6.8362, 4.1018, 3.418
Si, -1.3673, -4.1018, 3.418
Si, 2.7197, 0.0173, 4.7746
Si, 5.464, 2.7509, 4.7808
Si, 2.7548, 5.4476, 4.7347
Si, 5.4925, -2.752, 4.7907
Si, -2.7194, -0.0284, 4.7285
Si, -0.0231, 2.769, 4.7927
Si, 8.1993, 5.4814, 4.8628
Si, -0.019, -2.7359, 4.793
Si, 1.3966, 1.4247, 6.1363
Si, 4.0982, 4.1136, 6.1584
Si, 1.3892, -4.129, 6.0676
Si, 4.0704, -1.3811, 6.0923
Si, -4.0828, 1.3457, 6.0431
Si, -1.3937, 4.0888, 6.2586
Si, 6.8523, -4.0615, 6.2811
Si, -1.408, -1.3779, 6.1624
Si, -0.2316, 0.2609, 7.3375
Si, 2.5643, 2.9631, 7.5416
Si, 0.3359, -5.7136, 7.4256
Si, 2.9069, -2.9499, 7.409
Si, 5.6559, -0.1864, 7.3216
Si, -2.5597, 2.3897, 7.4843
Si, 5.1462, 5.7532, 7.4785
Si, -3.0126, -2.3748, 7.6249
Si, -1.2708, -6.2653, 34.4332
Si, 1.4637, -3.5308, 34.4332
Si, -1.2708, -11.7343, 34.4332
Si, 1.4637, -8.9998, 34.4332
Si, 4.1982, -6.2653, 34.4332
Si, 6.9327, -3.5308, 34.4332
Si, 4.1982, -0.7963, 34.4332
Si, 6.9327, 1.9382, 34.4332
Si, 0.0965, -4.898, 35.8005
Si, 2.831, -2.1635, 35.8005
Si, 0.0965, -10.367, 35.8005
Si, 2.831, -7.6325, 35.8005
Si, 5.5655, -4.898, 35.8005
Si, -2.638, -2.1635, 35.8005
Si, 5.5655, 0.571, 35.8005
Si, -2.638, -7.6325, 35.8005
Si, 1.3673, 1.3673, 0.6835
Si, 4.1018, 4.1018, 0.6835
Si, 1.3673, -4.1018, 0.6835
Si, 4.1018, -1.3673, 0.6835
Si, 6.8362, 1.3673, 0.6835
Si, -1.3673, 4.1018, 0.6835
Si, 6.8362, -4.1018, 0.6835
Si, 9.5708, -1.3673, 0.6835
Si, 0, 0, 2.0507
Si, 2.7345, 2.7345, 2.0507
Si, 0, -5.469, 2.0507
Si, 2.7345, -2.7345, 2.0507
Si, 5.469, 0, 2.0507
Si, 8.2035, 2.7345, 2.0507
Si, 5.469, 5.469, 2.0507
Si, 8.2035, -2.7345, 2.0507
Si, -0.3916, 0.2926, 20.7381
Si, 3.9037, 1.0985, 9.6463
Si, 1.6694, 4.0598, 17.5064
Si, 2.8668, -2.7819, 23.6047
Si, 7.0859, 1.0063, 17.4882
Si, 0.469, -1.8976, 19.2025
Si, 3.26, -5.1337, 26.8009
Si, 4.7972, -2.129, 13.6664
Si, 0.8862, 4.9165, 12.7175
Si, 5.4653, 0.6266, 12.289
Si, -1.0895, -6.0784, 25.6255
Si, -2.394, 0.9742, 12.2371
Si, 0.7483, -0.1488, 14.853
Si, 1.5931, -1.076, 9.5478
Si, 5.0639, -4.7202, 22.4757
Si, -3.4666, -6.5284, 23.6087
Si, 1.6998, -7.1163, 24.722
Si, 5.8967, 5.4184, 10.4637
Si, -3.3023, -9.4871, 20.5371
Si, 1.1882, -2.7031, 16.3694
Si, 5.323, 4.9111, 15.2868
Si, 7.336, 4.0758, 17.0843
Si, 0.4376, -2.3595, 21.9161
Si, -2.2503, 0.1117, 14.9909
Si, 8.1915, -3.3248, 10.6277
Si, -1.1277, -5.97, 18.3597
Si, 3.3666, -7.3072, 22.1257
Si, -0.6574, -5.4309, 10.2149
Si, -3.4478, -4.6025, 18.9929
Si, 7.7132, -2.4743, 13.5135
Si, 2.0883, -8.9307, 19.8041
Si, 4.27, 2.1228, 14.6501
Si, -0.6183, -3.6185, 14.0011
Si, 3.5937, -4.563, 17.4146
Si, -5.1753, -9.1691, 23.0007
Si, 3.914, -4.8684, 12.7713
Si, 0.0922, -1.0289, 12.2268
Si, 5.1292, -2.597, 26.8662
Si, 4.509, -0.4175, 16.3272
Si, 5.1881, -3.0516, 19.7473
Si, 0.0819, -3.2948, 24.6368
Si, 1.4892, 2.7794, 14.6297
Si, 2.1831, -9.7654, 26.1986
Si, -2.4939, -6.5648, 20.8268
Si, 8.0242, 3.3519, 10.3151
Si, 4.5057, -0.4291, 24.9114
Si, 3.3952, -0.7397, 19.1589
Si, 0.1231, -1.2337, 26.7666
O, 5.5759, 5.0624, 8.9056
O, -2.2394, -3.573, 14.208
O, 4.9956, 5.36, 13.7676
O, -2.5914, -6.3128, 24.9846
O, -2.6789, -4.8069, 28.4838
O, 0.4194, -0.3911, 8.6809
O, 2.0413, -2.567, 22.2057
O, 3.7274, -3.2622, 13.135
O, -2.9688, -10.0497, 28.5553
O, -2.6172, 0.6729, 16.4679
O, 3.8894, 0.9352, 15.6892
O, 2.8898, 0.3311, 28.8525
O, 0.8196, -2.2765, 27.8317
O, 1.4122, 4.0748, 7.9452
O, -1.3495, 1.3402, 7.8887
O, 5.4077, 1.6202, 13.5963
O, 3.4457, -1.3066, 24.0156
O, -2.2204, 2.3411, 11.3808
O, 3.6704, 0.5029, 25.9804
O, -0.6333, -4.5294, 25.397
O, 6.7076, 2.5839, 17.3021
O, -0.4826, -0.5681, 19.3377
O, -2.3074, -6.6032, 22.4378
O, 2.9675, -5.9878, 17.8906
O, 0.3167, -2.5024, 17.729
O, 7.0354, 0.4278, 11.8857
O, 5.9416, -0.034, 16.9949
O, -0.2849, -2.3999, 12.993
O, 2.2158, -2.3652, 8.7821
O, -0.3891, -3.1761, 23.0695
O, 0.0312, -0.7579, 21.9357
O, 5.0328, 0.5647, 8.6235
O, 6.7312, -1.2795, 7.9063
O, 4.0413, -4.033, 7.9105
O, -3.5757, -10.196, 19.0823
O, -0.7908, -0.5706, 15.1539
O, -1.2072, -0.6187, 27.4603
O, -4.2584, -3.1905, 19.0363
O, 5.4905, 0.5292, 24.0309
O, 3.2064, 2.4235, 8.9765
O, -0.1955, -5.0455, 13.4044
O, 4.1577, -3.85, 18.7641
O, 0.9037, 1.4069, 15.286
O, 2.0217, -8.6958, 24.9846
O, 4.7305, -4.8894, 16.2938
O, -0.4078, -1.9714, 25.4284
O, 0.7599, -9.5057, 20.5612
O, 0.5362, 4.8782, 11.1245
O, 0.1902, -3.5071, 15.3921
O, 1.6122, -1.2634, 15.6792
O, -4.4292, -3.1796, 27.505
O, 1.6464, 3.7883, 15.9006
O, 2.7032, -7.7414, 20.7127
O, -1.9211, -4.5133, 18.371
O, -2.4591, -2.6604, 9.1589
O, 1.8441, -8.8052, 27.5007
O, -4.2316, -5.7858, 18.1594
O, 4.3948, -1.7065, 28.0075
O, 4.815, -0.8406, 12.6467
O, 0.3928, -5.9155, 17.8563
O, 4.5691, -1.5921, 15.196
O, -3.3456, -7.8682, 20.3371
O, -4.4293, -9.8159, 21.6803
O, 5.3462, -3.6915, 21.2363
O, 0.9055, -1.5393, 10.9316
O, 8.0127, -2.3101, 11.8983
O, 2.1865, -4.5758, 27.9008
O, 2.5047, -3.5934, 16.6851
O, -3.3219, -5.1901, 20.5179
O, 6.8256, -4.1902, 10.5217
O, 4.2601, -6.2108, 27.5036
O, 0.0747, -2.9358, 20.4202
O, 4.5236, -5.1908, 11.2833
O, -4.5512, -5.3005, 23.3029
O, 2.4296, 5.4115, 12.9098
O, 2.8976, 2.4713, 13.8607
O, 2.0163, -1.5014, 19.525
O, 2.7637, -0.0198, 9.8904
O, 6.754, 4.1242, 11.0158
O, 0.6156, 3.4709, 13.4412
O, -0.0881, -4.8854, 8.7895
O, -1.4317, -4.2245, 10.9797
O, 2.4982, -5.9989, 25.6385
O, 7.7412, -1.067, 14.3587
O, 4.2938, -6.0041, 21.8443
O, 3.5736, -0.8997, 17.5534
O, 4.0729, -3.8774, 23.4757
O, -4.2556, -7.9728, 23.6682
O, 4.6659, -1.4981, 19.8829
O, 1.1264, -0.0652, 26.2522
O, -1.1298, -6.544, 19.9124
O, 1.736, -3.3409, 24.6792
O, 1.6747, -8.2731, 18.3575
O, 0.0764, -6.9639, 24.893
O, -1.1119, -6.4498, 27.2369
O, 5.4509, -1.5468, 25.6595
O, 2.1861, -6.8899, 23.1779
O, 4.6716, 3.4313, 15.5151
O, 3.2269, -10.1078, 19.5956
O, 4.6327, 1.3559, 11.083
O, 7.5642, 2.6586, 8.9035
O, 1.0777, -0.2054, 13.2471
O, -1.753, 4.3766, 9.8398
O, 4.2984, -8.5411, 22.648
O, -1.9811, 4.0009, 17.3256
O, -2.2568, 1.2968, 13.8506
O, 4.1711, -3.8337, 26.3456
O, 6.9179, 4.6705, 15.608
O, 6.1867, -2.9799, 13.6541
O, -1.8297, -9.9635, 21.0714
O, -5.0903, -7.9521, 28.5617
O, -1.204, -0.0917, 11.8397

Results
free energy: -155245.185 eV
free energy less fixed offsets of O -568.88, Si -635.61 eV per atom: -2.785 eV

Forces (eV/angstrom), in the order of the atoms: element, x, y, z
Si, -0.0152, 0.0078, 0.0063
Si, 0.0202, -0.0016, 0.0345
Si, 0.0828, -0.0592, 0.0601
Si, 0.0005, 0.0025, 0.0204
Si, -0.0398, 0.0439, 0.0356
Si, -0.0215, -0.0125, 0.0152
Si, -0.0332, 0.0072, 0.0109
Si, -0.0284, 0.0191, -0.0098
Si, 0.0013, 0.0014, -0.0014
Si, 0.0152, -0.0112, -0.0229
Si, -0.0354, 0.0029, -0.0042
Si, 0.0023, 0.0088, -0.0036
Si, -0.0101, -0.0012, 0.0124
Si, 0.0109, 0.0267, -0.0046
Si, 0.0134, 0.0115, 0.0081
Si, -0.0064, -0.0054, 0.0119
Si, 0.0072, 0.0054, 0.0159
Si, -0.0139, -0.0053, 0.0113
Si, 0.025, -0.0038, 0.0031
Si, 0.003, -0.0042, 0.008
Si, -0.0093, -0.0108, 0.0003
Si, -0.0169, -0.0148, 0.0152
Si, -0.0107, -0.0061, 0.0292
Si, -0.0086, 0.0104, 0.0124
Si, 0.1832, 0.4355, -0.0531
Si, -0.3664, -0.0392, 0.0159
Si, 0.2177, 0.1319, -0.0541
Si, 0.3774, 0.3395, -0.1367
Si, -0.0955, -0.3279, -0.103
Si, -0.0378, -0.4491, 0.166
Si, -0.45, -0.1453, 0.1441
Si, 0.2349, 0.0714, 0.2256
Si, -0.1773, 0.0524, 0.0556
Si, 0.006, 0.0692, -0.029
Si, -0.1702, -0.0244, -0.2418
Si, 0.2945, -0.0445, -0.1872
Si, -0.0991, -0.19, -0.2929
Si, 0.2063, 0.0407, -0.1479
Si, 0.0692, 0.2629, 0.2389
Si, -0.159, -0.1247, 0.2197
Si, -0.0046, 0.0036, -0.0014
Si, -0.0102, 0.0057, -0.012
Si, -0.0014, -0.0026, -0.0131
Si, -0.0158, -0.0042, -0.0219
Si, 0.0081, 0.0094, -0.0166
Si, 0.0049, 0.0007, -0.0078
Si, -0.0072, 0.0066, -0.0057
Si, -0.0053, 0.0067, -0.0134
Si, 0.016, -0.0159, -0.0106
Si, 0.0245, -0.0094, 0.0028
Si, -0.0172, -0.0079, 0.019
Si, -0.0064, 0.0265, 0.0099
Si, -0.0146, 0.0127, 0.0212
Si, 0.0006, 0.0199, -0.0031
Si, 0.0142, -0.0373, -0.0111
Si, 0.0242, -0.0193, 0.0053
Si, 0.0234, -0.0124, -0.0308
Si, -0.016, -0.0102, -0.0356
Si, -0.0036, 0.0114, -0.0336
Si, -0.005, 0.0228, -0.0359
Si, -0.0689, 0.0395, -0.1232
Si, -0.0208, 0.0068, -0.0258
Si, 0.001, -0.0045, -0.0236
Si, 0.0298, -0.0121, -0.0229
Si, 0.1203, 0.127, -0.0474
Si, 0.0203, 0.0125, -0.0674
Si, -0.0037, -0.0382, 0.028
Si, 0.0544, 0.0138, 0.0107
Si, -0.1004, -0.0594, 0.0181
Si, -0.0041, 0.0048, 0.0443
Si, -0.0938, -0.0784, -0.0524
Si, 0.0038, 0.0287, -0.0119
Si, -0.0298, -0.016, -0.0218
Si, 0.0065, -0.001, -0.0155
Si, -0.0191, 0.0126, -0.0248
Si, 0.0574, -0.0564, 0.0029
Si, 0.0271, 0.0106, -0.0278
Si, -0.0521, 0.0363, -0.0017
Si, 0.0125, 0.0193, -0.0257
Si, 0.0076, -0.0199, -0.0263
Si, 0.0404, -0.0071, 0.0005
Si, 0.0181, 0.0201, 0.0303
Si, -0.0158, -0.0021, 0.0208
Si, 0.0013, 0.0436, 0.0118
Si, -0.0182, -0.0117, 0.0227
Si, 0.0007, -0.0139, 0.0189
Si, -0.0132, -0.0227, 0.0111
Si, -0.0198, 0.0014, 0.024
Si, 0.0149, 0.0442, -0.0243
Si, -0.0598, -0.0431, -0.0085
Si, 0.0104, -0.0129, 0.0161
Si, 0.0265, -0.0051, 0.0346
Si, 0.0067, -0.0259, 0.0174
Si, 0.0357, 0.0119, 0.0377
Si, 0.032, 0.0609, -0.015
Si, -0.0528, -0.0428, -0.0058
Si, -0.0016, 0.0079, 0.0015
Si, -0.0327, -0.0058, 0.0111
Si, -0.0018, -0.0002, 0.0034
Si, 0.0044, -0.0015, -0.0013
Si, -0.0056, -0.002, -0.0001
Si, -0.0001, -0.0004, 0.003
Si, 0.0103, 0.0049, 0.0073
Si, -0.0019, -0.0017, -0.0008
Si, -0.0033, -0.0033, -0.0042
Si, -0.006, 0.0055, -0.0038
Si, 0.0038, -0.0116, 0.0027
Si, 0.0031, 0.0064, 0.0053
Si, -0.0028, -0.0023, -0.0023
Si, 0.0112, 0.0011, 0.0137
Si, -0.0023, 0.0008, 0.0031
Si, 0.0025, 0.0038, -0.0017
Si, 0.0007, 0.0086, -0.0034
Si, -0.0003, -0.0116, -0.0006
Si, -0.0009, -0.0063, 0.0025
Si, 0.0016, -0.0017, 0.0009
Si, -0.001, 0, -0.0022
Si, -0.0003, -0.0033, 0.001
Si, 0.0005, 0.0052, -0.0007
Si, 0.0054, 0.0009, -0.0016
Si, 0.0095, 0.011, 0.0031
Si, 0, 0.0038, -0.0013
Si, -0.0015, -0.0014, 0.0043
Si, 0.0091, 0.005, -0.0099
Si, 0.0044, -0.0026, 0.0042
Si, -0.0013, 0.0037, -0.0095
Si, 0.0002, -0.0062, 0.0008
Si, -0.0047, -0.0022, -0.0035
Si, 0.0018, -0.0057, -0.0011
Si, 0.0002, 0.0012, -0.0008
Si, -0.0042, -0.0056, -0.0008
Si, 0.0024, -0.0018, -0.0014
Si, 0.0066, -0.0059, -0.0013
Si, -0.009, -0.0239, -0.0043
Si, 0.006, 0.0015, 0.0046
Si, 0.0003, 0.0075, 0.0002
Si, -0.0006, 0.0036, -0.0011
Si, -0.0007, 0.0006, 0.0011
Si, -0.0137, 0.0034, -0.0076
Si, 0.0015, 0.0021, 0.0043
Si, -0.0129, -0.0082, -0.0088
Si, 0.0065, -0.0008, -0.0011
Si, 0.0016, 0.001, 0.0073
Si, 0.0059, 0.0008, 0.0111
O, 0.0089, -0.0066, 0.0304
O, 0.001, -0.0015, 0.0055
O, -0.0024, -0.0004, 0.0034
O, -0.0039, -0.001, 0.006
O, 0.025, -0.0152, -0.009
O, 0.006, -0.0065, 0.0118
O, -0.0002, -0.0001, -0.0025
O, 0.0001, 0.0022, 0.0005
O, -0.0293, 0.0236, -0.0179
O, 0.0004, 0.0002, 0
O, 0.0034, 0.0003, 0.0032
O, 0.0185, -0.0201, 0.0059
O, -0.0158, 0.0257, -0.0201
O, 0.0155, -0.0019, 0.0272
O, -0.0171, -0.0008, 0.0233
O, -0.0012, 0.0018, 0.0066
O, -0.0049, -0.0049, 0.0011
O, 0.0052, -0.0107, 0.0039
O, 0.0052, -0.0035, 0.004
O, 0.0013, 0.0048, 0.0069
O, 0.0023, -0.0015, 0.0031
O, 0.0014, -0.0019, 0.0037
O, -0.0003, -0.0013, 0.0013
O, -0.0016, 0.0003, -0.0004
O, 0.0036, 0.0008, 0.0003
O, 0.0002, -0.0015, -0.0055
O, -0.0065, -0.0007, -0.002
O, -0.0002, -0.0051, 0.0055
O, -0.0149, 0.0081, 0.024
O, -0.0014, -0.0005, -0.0003
O, 0.0008, -0.0039, 0.0035
O, -0.0003, 0.023, 0.0853
O, 0.0493, -0.0363, 0.0243
O, 0.0004, -0.0139, 0.019
O, -0.0005, 0.0032, -0.0017
O, -0.0041, 0.0047, 0.0026
O, 0.0044, -0.0033, -0.0249
O, -0.0021, -0.0016, 0.0013
O, 0.003, 0.006, 0.0027
O, 0.011, -0.0042, 0.0216
O, 0.0004, 0.0064, 0.0036
O, -0.0001, -0.0006, -0.0013
O, -0.0011, 0.0021, 0.0022
O, -0.0015, 0.0063, 0.0009
O, 0.0012, -0.0027, 0.0003
O, -0.0058, -0.0087, -0.0059
O, -0.0014, -0.0024, -0.0021
O, 0.0068, -0.0039, 0.0028
O, -0.0042, 0.0007, -0.0046
O, -0.0035, 0.0013, 0.0025
O, -0.0118, 0.0172, -0.013
O, 0.0002, -0.0029, -0.0011
O, 0.0019, 0.0028, 0.0011
O, -0.0015, -0.0002, 0.0012
O, 0.0055, -0.0079, 0.0448
O, 0.008, -0.0037, -0.0149
O, 0.0007, -0.0024, 0.0007
O, 0.0099, -0.0128, -0.0037
O, 0.0014, -0.0053, 0.0008
O, 0.0014, -0.003, 0.0006
O, 0.0021, -0.0005, -0.0004
O, -0.0008, 0.0008, 0.0004
O, 0.0002, 0.0007, 0.0005
O, -0.001, -0.0031, 0.0036
O, -0.0095, 0.0021, 0.0071
O, -0.0029, 0.002, 0.002
O, 0.0044, -0.0047, -0.0118
O, -0.0021, -0.001, 0.0033
O, -0.0025, -0.002, -0.0019
O, -0.0032, -0.0011, -0.0059
O, -0.0065, 0.0047, -0.0087
O, -0.0004, -0.0084, 0.002
O, -0.0049, 0.0035, -0.0009
O, -0.0008, -0.0017, 0.0012
O, 0.0029, 0.0021, 0.0015
O, 0.0008, -0.0007, -0.0016
O, -0.0037, 0.0004, -0.0021
O, 0.0096, 0.0071, -0.0187
O, -0.0067, 0.0044, -0.0011
O, -0.0005, -0.0025, 0.0027
O, -0.0075, 0.0066, 0.0282
O, -0.0041, 0.0016, -0.0022
O, -0.0173, -0.0164, -0.0059
O, -0.0012, -0.0022, 0.0026
O, -0.0006, -0.0027, 0.0013
O, 0.002, 0.0017, 0.0001
O, -0.0022, 0.0017, 0.0025
O, -0.0018, -0.0026, 0.005
O, -0.0019, -0.0044, -0.0017
O, 0.0076, 0.0024, 0.0112
O, -0.0018, -0.0011, -0.0019
O, 0.0013, 0.0017, 0.0052
O, 0.0023, 0.0019, 0.0024
O, 0.0006, 0.0022, 0.0105
O, 0.0091, -0.0021, -0.0326
O, 0.0038, 0.0138, -0.0019
O, 0.005, -0.0031, -0.0017
O, 0, 0, 0.0022
O, -0.0025, 0.0022, 0
O, 0.0144, 0.0045, 0.0238
O, -0.0055, 0.0064, 0.0297
O, -0.0011, 0.0022, -0.0012
O, 0.002, 0.0022, -0.0036
O, 0, 0.0032, 0.0014
O, -0.0012, 0.003, 0.0041
O, 0.0012, -0.0026, 0.0027
O, 0.0036, 0.0071, 0.0148
O, -0.0011, 0.0019, 0.0006
O, -0.0022, 0.0033, 0.0028
O, -0.0009, -0.0005, -0.0016
O, 0.0463, -0.0458, -0.026
O, -0.0018, 0.0023, -0.002

The program warned: the cutoff lies below the one the program advises for these potential files; the exchange-correlation potential is rough where the density is thin.
